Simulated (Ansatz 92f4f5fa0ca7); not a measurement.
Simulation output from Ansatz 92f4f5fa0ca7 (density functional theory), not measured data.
Periodic cell of 224 atoms, Si132O90As1H1, from a study of silicon, its oxide and their interface. The atomic structure is a simulated model.
Doubt: the cutoff is far below the 930 eV that the study's wrapper takes by default for these files, so forces and energies are approximate.
This geometry differs little from another in the collection (a relaxation step or a small displacement).

Settings
functional: PBE
potential files: Ansatz PAW
basis: plane waves
wave-function cutoff: 580 eV
density cutoff ratio: 5
exchange-correlation grid ratio: 1
k mesh: 1 x 1 x 1, Gamma-centred
self-consistency stop: 5e-08 eV per atom in the density residual
occupations: fixed
spin: none
net charge: 0

Cell vectors (angstrom)
a	10.938	0	0
b	0	10.938	0
c	0	0	33.0699

Atoms and the computed forces on them: element, x, y, z (angstrom), force x, y, z (eV/angstrom)
Si	0.319	-0.2366	25.7461	0.1031	-0.0794	-0.1325
Si	5.2946	0.391	25.5995	-0.114	0.111	-0.2798
Si	2.9432	2.528	25.5213	0.0941	-0.0552	-0.0211
Si	8.1283	3.0504	25.5539	-0.0814	0.081	-0.1002
Si	-0.3316	5.8453	25.6427	-0.1785	0.0893	-0.2322
Si	5.8551	5.2355	25.6899	0.1593	-0.1212	-0.1505
Si	2.6065	8.5601	25.6715	-0.0732	0.0909	-0.0714
Si	8.4097	8.1452	25.3865	0.0281	-0.074	-0.0961
Si	1.4202	1.4185	26.9583	0.0928	-0.0295	0.0363
Si	6.9099	1.4745	26.893	-0.0032	0.0828	0.056
Si	4.1288	4.1161	26.86	0.0012	-0.0874	0.0362
Si	9.5664	4.2258	26.9823	-0.0453	0.007	0.0587
Si	1.3875	6.9064	26.8695	0.0389	0.0707	0.0679
Si	6.9187	6.9313	26.878	0.0856	0.0008	0.0709
Si	4.1805	9.7053	26.9447	-0.0808	0.0159	0.0754
Si	9.5707	9.5773	26.906	0.0407	-0.0833	0.0593
Si	2.7465	0.0302	28.3346	-0.0047	0.0021	-0.0343
Si	8.1952	0.0151	28.2592	0.0071	-0.0048	-0.0229
Si	-0.0074	2.7694	28.2765	-0.0125	0.004	-0.0073
Si	5.4692	2.7535	28.2887	-0.016	0.0038	-0.0182
Si	2.7283	5.4765	28.2346	0.0083	-0.0055	0.0045
Si	8.1765	5.5314	28.3316	-0.0271	-0.0077	0.0048
Si	-0.0104	8.1989	28.2938	-0.0002	0.032	-0.0064
Si	5.4759	8.2228	28.2602	0.0361	-0.0022	-0.0213
Si	4.1018	1.3673	29.6517	0.2293	0.1722	0.3356
Si	9.5708	1.3673	29.6517	0.0048	0.0483	-0.1922
Si	1.3673	4.1018	29.6517	0.0895	0.1264	-0.1234
Si	6.8362	4.1018	29.6517	-0.1987	0.2386	0.1619
Si	4.1018	6.8362	29.6517	-0.0367	-0.0013	-0.3372
Si	9.5708	6.8362	29.6517	0.147	0.0363	0.4002
Si	1.3673	9.5708	29.6517	-0.0849	0.0148	0.075
Si	6.8362	9.5708	29.6517	0.0153	0.0603	-0.1173
Si	0	0	31.0189	0.0632	-0.0167	-0.0132
Si	5.469	0	31.0189	0.0087	0.0556	-0.0038
Si	2.7345	2.7345	31.0189	0.1064	0.04	-0.0136
Si	8.2035	2.7345	31.0189	0.0034	0.0174	-0.0254
Si	0	5.469	31.0189	0.0089	0.0825	-0.0097
Si	5.469	5.469	31.0189	0.0401	-0.0761	0.0051
Si	2.7345	8.2035	31.0189	-0.0174	0.0078	-0.022
Si	8.2035	8.2035	31.0189	0.111	0.0339	-0.0072
Si	1.3673	1.3673	32.3862	-0.0129	0.0198	-0.0194
Si	6.8362	1.3673	32.3862	0.0112	-0.0163	-0.0196
Si	4.1018	4.1018	32.3862	-0.0586	0.0545	0.0028
Si	9.5708	4.1018	32.3862	0.0407	0.0074	-0.0237
Si	1.3673	6.8362	32.3862	-0.0148	-0.0743	-0.017
Si	6.8362	6.8362	32.3862	-0.0398	0.0257	-0.0283
Si	4.1018	9.5708	32.3862	-0.0102	-0.0076	-0.0258
Si	9.5708	9.5708	32.3862	-0.062	0.0145	-0.0059
Si	2.7345	0	0.6835	0.0537	-0.0461	0.0168
Si	8.2035	0	0.6835	-0.0036	0.0379	-0.0016
Si	0	2.7345	0.6835	0.0024	-0.0219	0.0513
Si	5.469	2.7345	0.6835	0.0178	-0.0209	0.0022
Si	2.7345	5.469	0.6835	-0.001	0.0456	0.003
Si	8.2035	5.469	0.6835	-0.006	-0.0007	0.0172
Si	0	8.2035	0.6835	0.0558	0.0042	0.0051
Si	5.469	8.2035	0.6835	0.0123	-0.0071	0.0469
Si	4.1018	1.3673	2.0507	-0.063	0.0608	-0.0131
Si	9.5708	1.3673	2.0507	-0.0691	-0.0949	0.0128
Si	1.3673	4.1018	2.0507	0.0389	0.0712	0.0123
Si	6.8362	4.1018	2.0507	-0.0709	-0.0198	0.0279
Si	4.1018	6.8362	2.0507	-0.1251	-0.1668	-0.0112
Si	9.5708	6.8362	2.0507	-0.0237	-0.0197	0.0226
Si	1.3673	9.5708	2.0507	-0.1065	-0.0432	0.0063
Si	6.8362	9.5708	2.0507	0.1027	0.056	-0.0182
Si	0	0	3.418	-0.1352	-0.2369	-0.1345
Si	5.469	0	3.418	0.2405	0.1167	0.3012
Si	2.7345	2.7345	3.418	0.248	-0.2471	-0.2476
Si	8.2035	2.7345	3.418	-0.1639	-0.253	0.0924
Si	0	5.469	3.418	0.0186	-0.0226	-0.1181
Si	5.469	5.469	3.418	-0.4485	-0.3699	-0.2068
Si	2.7345	8.2035	3.418	-0.0266	-0.0881	0.0098
Si	8.2035	8.2035	3.418	0.0558	0.4022	-0.1598
Si	1.3882	1.3308	4.7338	0.0033	0.0012	0.0404
Si	6.8631	1.3482	4.8747	0.0133	0.0089	-0.0009
Si	4.1338	4	4.8152	0.0606	0.0469	-0.0151
Si	9.5767	4.0765	4.7515	-0.0534	0.0292	0.0359
Si	1.3663	6.8117	4.788	-0.0193	-0.0211	-0.0047
Si	6.7675	6.8836	4.6896	0.0106	-0.0033	0.0973
Si	4.1034	9.563	4.7739	-0.0128	-0.0196	0.0974
Si	9.5754	9.5684	4.827	-0.0056	0.0173	-0.0205
Si	2.6991	-0.0706	6.1334	-0.0397	0.0075	-0.0838
Si	8.2236	-0.0165	6.3002	0.0032	-0.0338	0.0124
Si	-0.0293	2.6368	6.0735	0.0164	-0.0528	-0.1107
Si	5.4862	2.6406	6.3359	-0.0522	0.0092	0.0484
Si	2.6331	5.3118	6.0901	-0.0171	-0.0615	0.0009
Si	8.1099	5.4698	5.9429	-0.0579	0.0299	-0.0431
Si	-0.0181	8.128	6.181	-0.0503	0.0047	0.0283
Si	5.3931	8.153	6.154	0.015	0.0194	-0.1101
Si	3.7576	1.4623	7.56	-0.138	0.143	0.1314
Si	9.9509	1.0999	7.5728	0.1273	-0.0728	0.1036
Si	1.4692	3.7254	7.4778	0.1803	-0.2257	0.1672
Si	6.6195	4.4372	7.432	-0.009	0.037	-0.0159
Si	4.1945	6.4574	7.3256	0.074	-0.0573	0.11
Si	9.2214	6.9653	7.3364	-0.105	0.0103	-0.0232
Si	1.1667	9.6707	7.4914	-0.0382	0.1742	0.0532
Si	7.0177	9.2486	7.4671	0.0559	-0.0463	0.0142
O	9.5369	6.9685	24.993	0.0094	-0.0084	0.0917
O	4.0933	1.4207	25.0555	0.0206	-0.0184	0.0705
O	8.1507	8.1123	7.8834	0.043	0.0068	-0.0192
O	2.7117	2.6999	7.8411	0.0233	0.0669	-0.0981
O	6.9363	4.1156	25.0789	-0.0186	0.0342	0.1035
O	1.4343	9.6144	25.1582	-0.0038	0.0087	0.0888
O	5.4216	5.4922	7.873	-0.0217	-0.0089	-0.0477
O	0.1041	-0.088	7.975	-0.0441	-0.0707	-0.0569
O	7.5186	4.2472	8.8095	0.0014	0.0096	-0.0235
O	10.7545	6.4471	15.7286	0.0063	-0.0394	-0.0156
O	9.6144	6.0358	8.646	-0.0138	0.0124	-0.0094
O	1.8151	9.0202	8.8597	0.0028	-0.0233	-0.0497
O	3.898	0.7248	9.0352	-0.0047	0.0307	-0.0643
O	0.725	3.8956	8.9551	0.0278	0.013	-0.0722
O	9.7755	1.9336	9.0033	-0.0074	-0.004	-0.0532
O	3.2485	6.7827	8.6283	0.0137	0.0088	-0.0894
O	7.801	8.8761	23.9826	-0.0106	0.0252	-0.0005
O	8.946	2.5274	24.1963	0.0093	0.007	0.0621
O	5.3082	6.0597	24.3799	-0.0497	-0.004	0.093
O	2.1537	3.0802	24.1475	-0.0026	0.0076	0.0394
O	10.5923	0.412	24.4138	-0.0062	0.0223	0.0514
O	0.1826	4.9264	24.3714	0.0369	0.0434	0.1462
O	3.4482	8.0586	24.3319	0.0049	-0.014	0.0436
O	6.0626	10.8221	24.2356	0.039	-0.0342	0.1303
Si	10.726	-2.9718	19.7131	0.029	-0.0055	0.0299
Si	11.8898	5.6287	20.7702	-0.0029	0.0186	-0.0397
Si	2.928	4.4698	16.8615	-0.0146	0.002	-0.0024
Si	15.5502	2.1327	16.8595	0.0007	-0.0126	0.0117
Si	2.7922	-2.9734	9.6348	-0.0187	0.0078	0.0826
Si	6.1687	-1.3883	15.7576	-0.0094	-0.0075	-0.0173
Si	6.8487	-4.0035	11.5832	-0.0194	-0.0041	0.0345
Si	6.2547	2.9112	19.3284	-0.0069	-0.0314	-0.0054
Si	9.2458	-0.7056	16.2897	0.0085	0.0025	0.0171
Si	6.3859	0.2048	20.394	0.0055	-0.0456	-0.0272
Si	10.5894	3.0673	9.8878	0.009	-0.0005	0.0799
Si	0.5663	12.0587	20.9141	0.0097	-0.0188	-0.036
Si	3.8931	0.6492	10.6685	-0.0231	0.0095	0.0491
Si	1.9169	10.3588	12.7435	-0.0105	-0.0118	0.018
Si	15.1947	-0.4866	18.0623	-0.0168	0.0119	0.0423
Si	7.2086	-0.6856	23.2315	-0.0614	0.0122	-0.0075
Si	-2.101	3.227	17.5263	-0.0035	-0.0114	0.0118
Si	6.0306	12.2772	14.447	0.0078	0.0059	-0.0157
Si	6.6662	6.6706	14.4841	-0.0099	-0.0043	-0.0472
Si	14.6224	7.2214	20.7934	-0.0123	0.0108	-0.0347
Si	-1.2601	1.2808	23.4167	0.0249	-0.0244	-0.0261
As	0.7505	-5.669	14.7768	0.0403	0.0837	-0.0219
Si	5.2499	5.6635	18.7616	-0.0214	0.0218	0.0107
Si	3.5857	2.737	12.7684	-0.0259	0.0022	-0.0021
Si	8.6124	5.1701	9.6231	0.0151	-0.0069	0.1093
Si	9.2527	-0.5172	19.3198	0.0043	0.0102	0.0105
Si	7.8485	6.0405	17.0506	-0.0244	-0.0064	-0.0199
Si	-5.3206	-1.5096	10.2727	0.017	0.0094	0.1103
Si	3.9286	-4.3246	23.7557	0.0339	0.0013	-0.1025
Si	4.479	5.7607	12.8638	-0.0088	-0.0155	-0.0093
Si	0.5361	1.9549	12.7408	0.0139	-0.0281	-0.0019
Si	-1.9304	1.8599	14.6444	0.0012	-0.003	-0.0399
Si	1.5794	4.5362	23.6471	-0.0385	-0.0065	-0.0839
Si	0.6754	-7.6102	18.8071	0.0196	-0.0018	0.0251
Si	10.2725	7.5661	16.7852	0.0201	0.0124	0.0212
Si	1.9421	7.3133	12.5011	0.0109	0.0107	0.0219
Si	2.317	-1.1763	20.2525	-0.0147	0.0102	0.0037
O	5.1514	-0.1935	19.4008	0.0284	0.0119	0.0156
O	4.818	2.0597	13.6201	0.0117	-0.0121	0.0119
O	11.1237	-3.4348	18.1829	-0.011	-0.0064	-0.0161
O	4.9987	2.5654	18.3638	0.0006	0.0041	0.006
O	-0.7553	13.3912	13.6464	-0.0153	0.0104	0.0278
O	-4.5156	-0.7114	21.7663	0.0318	0.0096	0.057
O	3.7139	4.3519	12.6895	0.0025	-0.0074	0.0028
O	-5.6347	-0.1061	11.0605	0.0049	-0.0022	-0.0387
O	7.4651	-3.9721	13.0932	-0.0059	-0.0021	0.0106
O	12.704	-7.3033	17.6515	-0.0069	0.0051	-0.0068
O	5.3864	5.6988	14.2105	0.0108	0.0133	0.0224
O	2.0172	2.5004	13.2696	0.0049	0.0009	0.0051
O	7.6619	-1.0649	16.3121	0.0026	-0.0085	0.0046
O	10.2598	2.7476	18.1337	-0.0104	0.0015	-0.0243
O	-1.3042	-0.1739	17.777	-0.0019	-0.0069	-0.0066
O	9.5414	0.4084	15.1527	0.0007	-0.0011	0.0074
O	2.9804	10.7014	13.9359	0.0011	0.0009	-0.0151
O	8.468	0.3093	22.8996	0.0059	0.0133	0.0274
O	3.4571	7.0161	13.0235	0.0114	0.0023	-0.0027
O	0.9678	6.2284	13.2448	-0.0278	-0.051	0.0509
O	16.8653	4.4781	19.7105	0.004	0.0005	0.0031
O	3.7589	3.2836	16.0972	0.0017	-0.003	0.0083
O	7.6272	2.6729	18.468	0.0052	0.0061	0.0048
O	7.54	1.7191	13.8942	-0.0034	-0.0088	0.016
O	7.6458	-5.115	15.4521	0.0174	-0.0066	0.0265
O	10.745	1.7491	22.2445	-0.034	-0.0101	0.0516
O	10.2938	0.3229	20.2106	-0.0149	-0.0013	0.0088
O	-3.0345	6.2307	10.603	0.0021	-0.011	-0.0616
O	3.7689	0.7572	17.0932	0.0098	0.0024	0.0008
O	6.138	-2.8755	15.1228	0.0001	0.0181	0.0175
O	5.1034	-1.4252	17.0178	0.0114	-0.004	-0.0119
O	8.7935	2.8145	15.9527	0.0005	0.0103	0.0138
O	0.3939	4.7211	19.5628	0.0069	0.0141	0.0238
O	5.4556	6.066	11.581	0.0121	0.0079	-0.0224
O	10.7037	6.7692	20.8422	0.0068	0.0003	-0.0205
O	4.1798	-2.2492	10.0784	-0.0169	-0.0231	-0.0408
O	2.8441	-1.0134	18.6988	0.0161	0.0109	-0.019
O	2.342	-4.5471	20.3732	-0.0126	-0.0207	0.0171
O	8.7138	7.384	17.265	-0.0032	-0.0017	-0.007
O	-8.2787	-0.2231	11.3205	0.0134	0.0059	-0.026
O	6.3382	9.8025	8.8577	0.0077	-0.0078	-0.042
O	3.7896	2.1613	11.2522	0.006	-0.0075	-0.0191
O	12.8472	11.1053	21.1184	-0.0148	-0.0105	-0.0084
O	1.9765	-3.6882	10.8585	0.004	0.0071	-0.0389
O	9.3412	-2.1118	19.705	0.0037	-0.0152	-0.0087
O	8.7503	4.8399	17.6419	0.0051	0.0096	0.0048
O	5.9635	1.8939	15.9909	0.0027	0.0025	0.0087
O	4.8242	6.9439	19.6703	-0.0015	-0.018	0.0035
O	3.9241	5.2316	17.9054	0.0083	-0.0033	0.0003
O	1.4444	8.8125	12.8668	0.008	0.0394	-0.0002
O	6.3979	6.1819	17.7444	0.0085	-0.0033	0.0025
O	2.3157	-5.4464	15.7339	-0.0301	-0.0179	0.0048
O	6.2739	1.8564	20.5974	0.0119	0.0165	-0.0129
O	11.3125	2.4138	11.1879	0.0055	-0.0004	-0.0554
O	11.875	8.9644	20.198	-0.0097	0.0037	-0.0031
O	4.259	-4.2822	22.1856	-0.0062	-0.007	0.0447
O	5.8293	-0.287	14.5822	-0.0025	0.0059	0.0064
O	10.2711	-1.9434	15.9907	-0.0031	0.0022	0.004
O	-1.4203	4.1397	10.49	-0.0038	0.0005	-0.0567
O	7.7357	-0.0729	19.5636	-0.0197	0.0082	0.0175
O	12.1131	2.2686	19.9307	-0.0094	-0.0024	-0.0017
O	2.7126	5.6005	24.1043	-0.0088	-0.0022	0.0448
O	0.5583	0.3263	12.8291	0.0123	0.0056	-0.0038
O	14.3502	-2.1212	21.0107	-0.0011	-0.0103	0.013
O	1.2527	4.6724	22.0564	0.0189	-0.0094	0.062
O	6.6021	-2.4592	11.1378	0.0003	-0.0063	-0.0319
H	2.6827	10.6504	14.8571	-0.0055	0.0063	-0.0268

Results
free energy: -139968.378 eV
free energy less fixed offsets of As -4856.12, H -15.97, O -568.88, Si -635.61 eV per atom: 3.432 eV

The program warned: the cutoff lies below the one the program advises for these potential files; the forces do not sum to zero within the program's tolerance; the exchange-correlation potential is rough where the density is thin.
